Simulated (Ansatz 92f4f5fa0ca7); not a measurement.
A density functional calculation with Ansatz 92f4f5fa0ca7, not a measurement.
Periodic cell of 243 atoms, Si148O89H6, from a study of silicon, its oxide and their interface. The atomic structure is a simulated model.
Doubt: the cutoff is far below the 930 eV that the study's wrapper takes by default for these files, so forces and energies are approximate.
This geometry differs little from another in the collection (a relaxation step or a small displacement).

Settings
functional: PBE
potential files: Ansatz PAW
basis: plane waves
wave-function cutoff: 580 eV
density cutoff ratio: 5
exchange-correlation grid ratio: 1
k mesh: 1 x 1 x 1, Gamma-centred
self-consistency stop: 5e-08 eV per atom in the density residual
occupations: fixed
spin: none
net charge: 0

Cell vectors (angstrom)
a	11.6015	0	0
b	0	10.938	0
c	0	0	32.9173

Atoms and the computed forces on them: element, x, y, z (angstrom), force x, y, z (eV/angstrom)
Si	0.2044	-0.1181	24.3525	0.006	0.0045	0.0101
Si	3.8342	0.0656	24.2202	-0.0213	-0.0086	-0.0062
Si	7.8471	0.0762	24.0884	-0.0005	0.0234	0.0128
Si	1.8857	1.4672	24.2894	0.0011	0.004	0.0214
Si	5.7892	1.3474	24.1842	0.014	-0.0185	0.0165
Si	9.8678	1.2832	24.2791	-0.0046	-0.0075	0.0167
Si	0.0589	5.4911	24.092	-0.0067	0.0281	0.0121
Si	4.0026	5.3988	24.375	-0.0039	0.001	-0.0028
Si	7.8125	5.6211	24.2601	0.0071	0.0218	0.0279
Si	2.102	6.7047	24.1395	0.0021	-0.0267	0.0342
Si	5.827	6.8835	24.3525	0.0033	-0.0073	-0.0032
Si	9.7701	6.9265	24.2649	0.0065	-0.0245	0.0113
Si	1.9953	2.8116	26.1993	0.004	-0.0102	-0.0216
Si	5.917	2.6787	26.1592	0.0053	0.0074	-0.0076
Si	9.7731	2.7182	26.1773	-0.0015	-0.0047	-0.0174
Si	0.0575	4.1649	26.1196	0.0111	-0.0025	-0.0088
Si	3.9913	4.0403	26.2518	-0.0075	-0.0019	-0.0108
Si	7.8286	4.0862	26.1008	0.0009	-0.0076	-0.0119
Si	1.9818	8.1303	26.0929	-0.0159	0.0067	-0.0145
Si	5.8232	8.3047	26.1999	-0.0041	-0.0016	-0.0066
Si	9.6865	8.2211	26.2232	0.002	0.0022	-0.0171
Si	0.0591	9.4744	26.2365	-0.0031	-0.0067	-0.0129
Si	3.84	9.6003	26.1435	0.0061	0.0008	-0.0146
Si	7.7775	9.6483	26.0999	-0.0109	-0.0014	-0.007
Si	0.0434	0.0043	28.0952	-0.0011	0.0093	-0.0022
Si	3.8788	0.0097	28.0826	-0.0121	0.006	0.0027
Si	7.7808	0.0031	28.0838	-0.0122	0.0107	-0.0033
Si	1.9567	1.3837	28.0855	0.0024	-0.0072	0.0012
Si	5.8444	1.3404	28.0977	0.0162	-0.0091	-0.0046
Si	9.7117	1.3638	28.105	0.0088	-0.0056	0.001
Si	0.0266	5.4896	28.0817	0.0066	0.012	-0.0043
Si	3.9267	5.4782	28.11	0.0138	0.0054	0.0027
Si	7.7559	5.4531	28.0611	0.0101	0.0123	0.0005
Si	1.9813	6.8172	28.0688	-0.0101	-0.0101	0.0009
Si	5.8426	6.8638	28.0837	-0.0088	-0.0055	0.0004
Si	9.6761	6.8188	28.1113	-0.0094	-0.0122	0.0039
Si	1.9336	2.7345	30.018	0.0031	0.0072	-0.0003
Si	5.8008	2.7345	30.018	0.017	-0.0001	0.0112
Si	9.6679	2.7345	30.018	0.0472	0.0417	0.1161
Si	0	4.1018	30.018	0.0236	-0.0476	-0.0849
Si	3.8672	4.1018	30.018	0.0671	-0.0009	0.1212
Si	7.7343	4.1018	30.018	-0.0298	-0.0396	-0.1067
Si	1.9336	8.2035	30.018	0.049	-0.0092	-0.1725
Si	5.8008	8.2035	30.018	0.0797	0.0311	0.0816
Si	9.6679	8.2035	30.018	-0.0284	0.0646	0.1216
Si	0	9.5708	30.018	0.0502	-0.0418	0.0484
Si	3.8672	9.5708	30.018	0.0021	0.0252	-0.0498
Si	7.7343	9.5708	30.018	0.0557	-0.0585	-0.0211
Si	0	0	31.9516	-0.0025	0.06	0.0162
Si	3.8672	0	31.9516	-0.0177	0.026	0.0013
Si	7.7343	0	31.9516	0.0114	0.0742	-0.0075
Si	1.9336	1.3673	31.9516	-0.0027	0.1174	-0.1097
Si	5.8008	1.3673	31.9516	0.0062	-0.0761	0.0012
Si	9.6679	1.3673	31.9516	-0.0193	-0.022	0.0153
Si	0	5.469	31.9516	-0.0012	0.1561	0.0363
Si	3.8672	5.469	31.9516	-0.0015	-0.034	-0.0083
Si	7.7343	5.469	31.9516	-0.0074	0.054	-0.0238
Si	1.9336	6.8362	31.9516	0.0047	-0.0778	-0.0036
Si	5.8008	6.8362	31.9516	0.0032	0.0088	0.0083
Si	9.6679	6.8362	31.9516	-0.0068	-0.1203	0.0844
Si	1.9336	2.7345	0.9679	-0.0504	-0.0157	-0.6022
Si	5.8008	2.7345	0.9679	-0.016	-0.0492	0.2127
Si	9.6679	2.7345	0.9679	0.0045	-0.0064	-0.1399
Si	0	4.1018	0.9679	-0.1414	-0.009	0.474
Si	3.8672	4.1018	0.9679	-0.0567	0.0005	0.0329
Si	7.7343	4.1018	0.9679	0.061	-0.006	0.0746
Si	1.9336	8.2035	0.9679	-0.1051	0.0541	0.0805
Si	5.8008	8.2035	0.9679	-0.0089	0.0977	-0.108
Si	9.6679	8.2035	0.9679	-0.0178	-0.0026	0.4122
Si	0	9.5708	0.9679	-0.1138	-0.1019	-0.0943
Si	3.8672	9.5708	0.9679	0.0337	-0.0404	-0.1368
Si	7.7343	9.5708	0.9679	0.0018	0.0389	-0.0354
Si	-0.0664	-0.0342	2.9073	-0.0077	0.0102	-0.0041
Si	3.8312	-0.0093	2.8897	-0.0001	0.0102	-0.0073
Si	7.721	-0.0007	2.9087	0.003	0.0133	-0.0013
Si	1.8705	1.3091	2.7868	0.0035	-0.0005	0.0063
Si	5.7695	1.3644	2.9391	-0.0047	-0.0106	-0.0016
Si	9.6455	1.3852	2.9012	0.0072	-0.0149	-0.0098
Si	-0.0738	5.4756	2.9792	-0.0001	0.0075	0.0021
Si	3.8248	5.5057	2.8729	0.0031	0.0078	-0.0101
Si	7.7017	5.4821	2.9011	-0.0053	0.0109	-0.0108
Si	1.8544	6.816	2.8945	-0.0021	-0.011	-0.0108
Si	5.7762	6.8226	2.8645	0.001	-0.0057	0.0002
Si	9.6179	6.8785	3.0025	-0.0067	-0.0085	-0.0077
Si	1.8345	2.8279	4.5368	0.0011	-0.0092	0.0118
Si	5.7102	2.7656	4.8735	-0.0012	0.0075	0.0067
Si	9.6336	2.8478	4.7677	0.0004	0.0086	0.0135
Si	-0.0298	4.194	5.0247	0.0031	0.0015	0.018
Si	3.7895	4.1488	4.7814	0.0017	-0.0029	0.018
Si	7.6677	4.1317	4.8354	0.0114	-0.0106	0.0141
Si	1.8065	8.1376	4.8467	0.0262	0.018	0.0199
Si	5.7761	8.1664	4.7837	0.0094	0.0009	0.004
Si	9.627	8.1338	5.0916	0.013	0.0072	0.0122
Si	-0.0921	9.5662	4.8759	-0.0042	-0.0038	0.013
Si	3.787	9.4119	4.7105	-0.0196	-0.0123	0.0171
Si	7.6754	9.568	4.8457	-0.0126	-0.0115	0.0035
Si	-0.1659	0.1652	6.6863	-0.0144	-0.0119	-0.0011
Si	3.6385	-0.0944	6.4997	-0.0115	-0.012	-0.0244
Si	7.5163	0.1553	6.6742	0.0201	0.006	-0.0031
Si	1.8236	1.3591	6.2979	0.0262	0.0217	-0.0027
Si	5.426	1.375	6.807	-0.0235	0.0049	0.0071
Si	9.4634	1.5027	6.6404	-0.0057	-0.0021	-0.001
Si	0.1386	5.3298	7.332	0.0087	0.0025	-0.0192
Si	3.8387	5.5397	6.7384	-0.0224	-0.0153	-0.0124
Si	7.6895	5.4205	6.8239	-0.0008	-0.005	0.0026
Si	1.8991	6.8837	6.8926	-0.011	-0.0193	-0.0125
Si	5.8092	6.8314	6.7204	0.0125	0.0148	0.0035
Si	9.6747	6.6585	7.2158	0.0118	-0.0135	-0.0227
H	7.4377	4.4975	7.9799	0.001	0.0018	-0.0047
H	5.7792	7.7359	7.9159	0	-0.0112	-0.0078
H	11.5321	10.3181	7.9561	0.0035	0.0046	-0.0063
O	4.7807	2.1571	8.1915	0.0064	-0.0014	-0.0035
O	1.9143	7.9623	8.1782	0.0112	0.0278	0.0175
O	9.4598	7.4537	8.6738	-0.0023	0.0205	0.0317
O	12.0789	4.5214	8.8142	0.0059	-0.0131	0.0136
O	7.7742	10.0658	7.9703	-0.001	-0.0002	-0.0011
O	3.468	10.1451	8.002	0.0019	-0.007	0.0151
O	4.2063	-2.37	12.5346	0.002	0.0029	-0.0059
O	3.0048	6.4836	11.4225	0.0003	-0.0024	-0.0119
O	9.3854	2.5189	7.9913	-0.0043	-0.0013	0.0091
H	4.0254	4.5976	23.1128	-0.003	0.0066	0.0006
H	3.8301	10.1519	22.9886	0.0076	0.0068	0.0021
H	5.7449	7.7312	23.1219	0	0.0021	-0.0025
O	2.5819	7.3575	22.675	0.0083	0.0209	-0.0484
O	9.7808	7.9912	22.9774	-0.0072	0.0241	-0.0224
O	12.3902	10.0441	22.9587	-0.0039	-0.0128	-0.0338
O	7.8242	4.8839	22.7594	-0.0072	-0.0164	-0.0373
O	10.1806	2.3242	23.0122	0.0074	0.0086	-0.0106
O	8.0406	10.0309	22.7415	0.0146	-0.0321	-0.0292
O	5.3957	2.4186	22.9575	-0.0071	0.016	-0.0303
O	1.3451	2.2947	22.9108	-0.0138	0.0091	-0.0165
O	11.5821	4.5581	22.6944	-0.0029	-0.019	-0.0122
Si	12.516	3.3311	9.9266	0.0068	-0.0053	-0.0072
Si	9.175	-1.8083	21.9813	0.0098	0.009	0.0046
Si	7.2027	-3.0691	20.039	0.0066	0.008	-0.0066
Si	3.4538	2.6865	19.0767	-0.0017	0.0033	-0.0047
Si	9.7038	13.008	9.5372	0.0142	0.0037	-0.008
Si	-2.1055	8.1504	10.1507	0.0022	-0.0001	-0.0102
Si	5.4672	2.6658	21.3567	-0.0053	0.0035	0.0118
Si	1.1592	0.4996	18.8278	-0.0018	-0.0082	-0.0031
Si	7.5189	1.5652	19.5071	-0.0043	-0.0022	-0.0113
Si	6.0923	10.6121	15.1421	-0.0026	-0.0017	0.0021
Si	11.5534	-4.1484	17.2284	0.0041	-0.0026	-0.0065
Si	11.5413	2.9529	22.3514	0.0085	0.0121	0.0139
Si	15.8124	7.5823	11.219	0.002	0.0045	0.0016
Si	4.5762	9.1827	19.5297	-0.0086	-0.0086	-0.011
Si	10.4668	6.0348	12.1047	-0.0024	0.0047	0.0091
Si	8.5422	3.7644	11.9115	0.0047	-0.0113	0.0015
Si	0.4248	5.6613	14.4149	0.0019	0.0015	0.0099
Si	-1.1455	13.0696	19.5105	0.0147	-0.0036	-0.0056
Si	5.2989	0.6372	17.9957	-0.004	-0.0031	-0.0105
Si	1.4527	-7.8722	13.0456	-0.0036	0.0021	0.0017
Si	8.5673	15.0537	18.7601	-0.0026	0.0093	-0.0143
Si	6.5455	7.5242	15.0931	0.0026	-0.0052	0.004
Si	7.9606	-0.3992	9.5177	0.0096	-0.0032	0.0013
Si	0.5758	9.5265	11.1038	0.0001	0.0022	-0.0036
Si	8.417	6.7001	17.3873	-0.0008	-0.0013	-0.0017
Si	1.1229	0.0566	13.5223	-0.0016	-0.0051	0.0094
Si	13.0716	-1.4889	16.3176	-0.0002	0.0014	-0.0002
Si	13.9578	5.7191	18.6694	0.0042	0.0024	-0.0028
Si	3.91	7.6576	16.831	0.0001	-0.0001	-0.0004
Si	3.4001	3.0451	8.3782	-0.0009	0.0113	0.0118
Si	4.6609	3.2487	12.6985	0.0006	-0.0013	0.0087
Si	17.4295	1.0022	11.1475	0.0018	-0.0044	0.0012
Si	7.2625	5.1262	21.257	-0.0047	-0.0109	0.0057
Si	7.0684	1.8257	13.6253	0.0018	-0.0028	0.0095
Si	6.1775	5.8331	12.3685	0.0047	0.003	0.0127
Si	4.1008	-0.7585	12.7356	0.0008	-0.0026	0.0102
Si	2.7309	9.1174	9.0028	-0.0106	-0.0037	-0.0046
Si	1.6187	6.8536	12.1766	0.0035	-0.0009	0.017
Si	13.9853	7.6721	21.0939	-0.0057	-0.0115	0.0108
Si	0.4011	9.7729	21.3884	-0.0158	-0.0041	0.0201
O	-0.218	2.6538	20.7541	-0.0143	-0.0119	-0.0328
O	6.5965	6.7433	13.6586	0.0005	-0.0001	-0.0049
O	3.9347	8.405	9.8538	0.0102	-0.0085	0.0013
O	-4.1	7.473	18.4906	0.0057	-0.0065	-0.0065
O	0.7798	4.1168	14.0899	0.0016	0.0025	-0.0042
O	6.8765	11.4414	18.4551	-0.0037	-0.0019	0.0021
O	4.6514	2.1519	18.0562	0.0034	-0.0026	0.0015
O	8.2461	5.0924	17.5284	0.003	0.0042	0.0046
O	1.1372	10.741	20.3065	0.0067	0.0099	-0.009
O	-0.3321	1.1012	18.5567	-0.0054	0.0017	0.005
O	3.0947	3.019	13.0458	0.0027	-0.0014	-0.0064
O	17.5833	15.1039	21.0179	0.0091	0.0052	0.0052
O	0.9238	1.6569	13.6769	0.0022	0.0004	-0.0059
O	5.2802	10.9036	16.5206	0.0023	0.0008	0.0049
O	6.0573	-1.9312	20.1656	0.0025	-0.0084	0.0074
O	8.6962	2.8882	10.5409	-0.0061	0.0119	0.01
O	4.9269	4.849	12.7187	-0.0011	-0.0051	-0.0097
O	1.683	6.5171	13.7801	-0.0032	-0.0045	-0.0045
O	3.0808	6.3485	17.3364	0.002	0.0032	-0.0016
O	2.1734	12.679	18.8808	-0.0002	0.0016	0.0049
O	0.1315	10.6129	12.2503	0.0018	0.0039	-0.0037
O	0.3567	6.12	11.427	-0.0001	-0.002	-0.008
O	6.558	1.5677	20.8241	0.0052	0.0003	-0.0015
O	7.859	7.0283	15.9098	-0.0012	-0.0012	-0.0027
O	14.5456	-2.1841	16.0749	0.0019	-0.0009	-0.0011
O	1.6912	9.9515	9.9729	-0.0066	-0.0015	-0.001
O	5.1137	7.2101	15.8271	0.0008	0.0006	-0.0025
O	12.0615	-2.6676	16.7907	-0.0016	-0.0046	-0.0009
O	8.2118	9.1566	10.3589	0.003	-0.0022	-0.0061
O	6.6291	0.5168	9.814	-0.0038	0.005	0.0012
O	13.8183	2.5915	7.3563	-0.0146	-0.0014	-0.0086
O	4.377	-0.2153	19.0489	0.0062	0.0043	0.0054
O	11.7817	-5.1738	15.9919	0.0004	0.0044	0.0042
O	8.4988	4.8482	20.2245	0.0023	-0.0075	-0.0072
O	9.3145	0.4959	9.713	-0.0049	-0.0071	-0.0043
O	6.9668	11.7961	12.3099	0.0044	0.0031	-0.0014
O	-3.0309	8.44	20.6572	-0.0149	-0.0044	-0.0054
O	3.8234	4.6021	8.1298	0.0085	-0.0081	0.0154
O	10.6675	6.2933	13.7082	0.0041	-0.0005	-0.0052
O	1.5686	-0.4596	17.58	-0.0002	-0.0018	-0.0021
O	15.0526	8.8281	20.6433	0.0108	0.0066	-0.0058
O	7.2498	11.7721	14.9118	0.0016	-0.0011	-0.0023
O	7.3804	4.9015	11.7886	-0.0008	-0.0007	-0.0079
O	10.3948	-0.9176	21.3597	0.0036	-0.007	0.0159
O	9.0692	1.3517	19.9632	0.0015	0.0031	0.0069
O	10.042	14.3768	18.6161	-0.0064	-0.0011	0.0063
O	5.6506	2.6243	13.8547	0.0033	-0.0022	-0.0068
O	4.0164	2.5587	20.6162	-0.0003	-0.0012	0.0008
O	6.7623	-1.7965	15.023	-0.0004	0.0035	-0.0053
O	2.9067	4.1883	18.7421	-0.0002	-0.0036	0.0065
O	9.4344	7.0508	11.3637	0.007	-0.0108	0.0012
O	2.6816	6.3887	20.1314	-0.0009	-0.0058	0.0027
O	6.693	6.6154	20.9479	0.0059	0.007	0.0013
O	12.3571	6.0522	18.4563	-0.0064	0.0013	-0.0011
O	9.9921	-3.9076	17.6086	-0.0027	-0.0058	0.0006
O	9.9641	4.5093	12.0005	0.0009	-0.0002	-0.0083
O	5.1682	2.5177	11.2803	0.0022	0.0033	-0.0057
O	8.2849	2.8688	13.2725	-0.0015	-0.0019	-0.0035
O	7.4108	13.9205	18.7092	0.0028	-0.0013	0.0083
O	-0.7143	8.9815	10.2954	0.0047	-0.001	-0.0039
O	5.652	6.8236	11.1695	0.0035	-0.0061	-0.0094
O	12.4567	8.2559	20.9499	0.0067	0.0019	-0.0001
O	4.6229	10.8771	11.3611	0.0005	-0.0018	-0.0066
O	4.9601	10.6935	13.9934	0.0045	-0.0008	-0.0069
O	12.9141	8.4249	12.0394	0.003	-0.0099	-0.0027
O	0.9248	3.4904	11.5628	0.0068	-0.0039	0.0138
O	2.6145	-0.2387	12.9974	-0.0026	0.0005	-0.0077
O	12.523	-0.735	14.957	0.0017	-0.0005	-0.0031
O	4.5308	8.257	18.203	-0.001	-0.0005	0.0027
O	11.3219	2.1999	9.7551	0.0035	0.0053	-0.0021
O	14.1217	2.9346	9.7626	-0.0052	0.0046	-0.0144

Results
free energy: -144793.521 eV
free energy less fixed offsets of H -15.97, O -568.88, Si -635.61 eV per atom: 2.899 eV

The program warned: the cutoff lies below the one the program advises for these potential files; the forces do not sum to zero within the program's tolerance; the exchange-correlation potential is rough where the density is thin.
